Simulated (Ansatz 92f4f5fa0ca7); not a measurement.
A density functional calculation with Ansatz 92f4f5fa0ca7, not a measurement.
Periodic cell of 122 atoms, Si78O44, from a study of silicon, its oxide and their interface. The atomic structure is a simulated model.

Settings
functional: r2SCAN
potential files: Ansatz norm-conserving
basis: plane waves
wave-function cutoff: 1300 eV
density cutoff ratio: 4
exchange-correlation grid ratio: 1
k mesh: 2 x 2 x 1, shifted by 0.5 0.5 0.5 of a step
self-consistency stop: 5e-08 eV per atom in the density residual
occupations: Fermi-Dirac, 0.05 eV
spin: none
net charge: 0

Cell vectors (angstrom)
a 10.88 0 0
b 0 10.88 0
c 0 0 18.229

Atoms and the computed forces on them: element, x, y, z (angstrom), force x, y, z (eV/angstrom)
Si -0.2252 0.2741 0.5901 -3.4678 -0.8479 -1.9708
Si 2.2652 2.9796 -0.2986 -1.3679 3.1276 -0.9428
Si -0.5724 5.1728 1.5116 -1.473 -1.046 0.6904
Si 1.2719 7.1996 -0.527 -4.4517 2.1893 2.1959
Si 5.7086 -0.9678 -1.5788 -3.246 -5.4408 4.6766
Si 8.6606 1.7339 -0.122 1.0624 1.5736 -0.7175
Si 5.8736 6.0152 0.0371 -1.272 -1.8227 1.976
Si 7.2675 8.4928 0.6106 3.1201 0.6185 -2.068
Si 1.4061 1.6309 1.2995 2.9694 -2.6196 -0.6051
Si 4.0075 4.2335 0.9964 -1.4073 2.3752 -0.6658
Si 0.9527 6.8512 2.0504 0.4938 0.1331 -1.1582
Si 4.7316 10.8075 0.8595 -0.2276 -2.784 -1.5918
Si 6.9795 1.9205 1.668 -2.1322 1.3661 3.8614
Si 9.9625 3.8907 -0.5729 0.4965 -1.2326 -0.1136
Si 6.5059 6.9403 2.2016 -2.2308 -1.3503 -0.3893
Si 8.8403 10.2031 2.1435 1.0771 -0.7023 0.149
Si 0.195 2.8384 2.5436 -3.1306 2.5452 1.8121
Si 2.9323 0.093 2.4695 1.7219 4.0996 -1.0703
Si -0.1133 8.9187 3.2855 -1.1083 -0.768 -0.318
Si 3.065 5.6533 3.0637 -0.2441 -0.5894 -0.5439
Si 5.0331 3.1841 2.5557 2.4619 -1.7678 3.1472
Si 8.9311 1.5605 2.8712 0.4453 -0.3357 0.7183
Si 5.7528 9.0821 2.3172 -0.1156 1.6116 0.8148
Si 8.4719 6.3051 2.8896 2.3788 -2.1784 1.0762
Si 0.8292 4.9827 4.141 0.9991 -0.4655 -1.5805
Si 4.55 1.009 4.1365 -2.1056 2.5733 -1.5482
Si 2.1085 9.0895 2.8279 -1.1071 -2.4183 1.2725
Si 4.0661 7.9612 3.3743 -0.3809 -0.9601 0.7785
Si 7.1585 4.3045 3.9532 -0.3721 0.8592 -0.1932
Si 11.4195 2.4009 4.9255 0.1103 -0.349 -1.3711
Si 7.5804 9.6323 4.4015 -0.1804 -0.7251 -0.3737
Si 10.1246 7.8872 5.5395 -0.2902 -2.2297 -0.5091
Si -0.2563 -0.84 5.898 0.5979 1.7271 1.0864
Si 2.8246 2.4381 5.04 1.4072 0.4362 0.6475
Si -0.0189 3.5631 6.7329 -1.7931 1.0612 1.1442
Si 1.8438 8.9421 5.4339 0.9904 -0.9136 -0.7531
Si 5.5322 -0.5975 5.2659 0.5828 -1.1578 -0.1592
Si 7.3662 0.775 5.8825 -0.8048 -0.7492 0.4901
Si 5.2934 5.9504 4.3575 -0.5909 -0.0853 -0.0555
Si 7.81 7.8955 6.3461 0.3583 0.6352 -0.4681
Si 1.1067 0.9913 6.9479 -1.1847 0.2251 -0.6284
Si 5.3971 3.3619 5.7923 -0.7562 0.3422 0.5943
Si 1.0597 6.2331 6.0354 -0.3656 1.6575 0.8797
Si 4.2349 8.907 6.4344 -2.016 0.7023 -0.7308
Si 5.6968 0.136 7.5957 -0.0102 0.1826 0.7142
Si 8.2732 2.5143 5.0069 1.5018 1.7209 -1.0087
Si 6.6365 5.8458 6.4504 0.114 -0.358 -0.0349
Si 8.4421 10.0948 7.1315 1.4985 -0.1898 -2.0063
Si -0.4147 1.967 8.5221 1.4155 1.0004 0.2447
Si 3.0457 0.1957 7.6971 2.4201 1.2045 -0.9768
Si 0.3353 7.9918 7.9007 0.6096 -0.1955 0.2714
Si 3.2436 4.4405 7.205 -0.6545 -1.6588 -0.7364
Si 4.321 2.7234 8.4371 0.2465 -1.3517 -0.5641
Si 7.7579 -0.7828 9.1649 -2.2703 -1.203 1.6999
Si 6.7117 7.6488 8.8564 -0.7112 0.8667 -0.9717
Si 8.8992 5.1771 7.0408 -0.2906 -1.1096 -1.0878
Si 1.4748 4.0179 8.9575 -1.8616 1.0443 -0.6194
Si 5.2266 -0.6204 11.7683 -3.5241 -0.364 0.5086
Si 2.2544 9.5542 8.9866 -0.4059 -3.391 2.9559
Si 4.01 7.3989 8.0836 2.3308 1.2788 3.2307
Si 6.5982 3.3986 8.5892 0.412 0.9987 -0.0025
Si 8.151 1.3119 10.1944 2.512 -4.3099 2.6836
Si 7.3215 6.0312 10.3878 0.4013 -3.724 -0.0042
Si 9.6991 5.9877 8.9972 2.2174 -0.973 1.8385
Si 1.7259 10.2342 11.3163 3.9178 2.2145 1.355
Si 6.4619 -5.7028 13.1829 -2.3004 0.6939 1.1041
Si 14.7449 -3.5561 16.201 -1.529 1.4343 -0.7993
Si -1.6719 1.0952 13.2694 -2.3165 -0.1754 0.5073
Si 2.2529 14.9091 11.9601 0.1464 1.5022 4.6757
Si 1.0267 2.2358 12.7275 -0.9884 -6.035 0.5184
Si -1.7344 7.2063 16.8649 0.4918 5.074 1.6444
Si 4.6026 2.6013 12.7914 4.1886 -0.8818 0.7431
Si 4.3692 3.3304 15.5656 -0.5809 1.7686 0.2884
Si 0.02 9.5582 16.346 0.1397 -0.9924 -1.8893
Si 3.5819 16.664 13.8362 2.7366 2.804 3.3399
Si 11.5939 10.336 14.0364 -1.9821 2.0139 -0.1104
Si 6.944 1.3366 15.7262 -2.5574 -1.6753 -0.4853
Si 7.9682 5.4936 16.1298 -1.8718 -1.8418 0.1144
O -0.5517 0.0056 -1.2148 1.3037 1.3257 2.557
O 5.12 -4.117 -1.1218 -1.4657 0.5946 -1.6155
O 13.3843 6.6579 -1.2529 3.369 -0.5942 -1.1557
O 3.1419 3.4079 -1.6178 -0.1098 -2.2383 0.3409
O 4.2499 8.9565 -1.9326 1.3602 -0.4781 -0.1393
O -2.1514 7.7223 0.2093 -0.7103 -0.6149 -0.2256
O 1.2084 8.8462 -0.9874 -0.8379 -0.7662 0.1188
O -0.6889 13.2319 -5.3554 1.6016 -0.2053 0.6039
O 7.0121 5.1186 -0.6453 1.5636 0.595 -2.9137
O 7.4008 0.9772 -1.0064 2.4453 0.7379 -0.0729
O 7.6001 2.8706 0.601 1.0657 0.7958 -2.0083
O 14.7907 2.4348 -3.9166 -0.179 0.0058 -3.4982
O 9.1309 4.3513 -1.953 0.1834 0.102 -0.0161
O 13.1866 5.3839 -5.2176 -1.4534 -2.0949 -1.7791
O 6.1405 10.686 -2.8151 1.149 3.5504 -2.2959
O 3.5033 -0.8871 -6.2491 0.2426 0.9574 -1.8154
O 1.4567 4.0701 10.6746 -1.0006 0.9659 -3.7601
O 0.6379 5.8525 8.7591 -1.3759 -2.8807 1.5939
O 3.8376 3.8164 11.9722 0.5552 -2.8927 -0.8819
O 3.6138 5.8524 7.9061 0.3648 1.9227 0.9532
O -0.9258 7.6089 8.9671 0.0092 1.3033 -0.3837
O 3.5812 8.4049 9.465 -1.8624 -0.8278 -2.6667
O 0.6947 3.6153 17.3902 1.6906 -0.472 0.2994
O 7.8312 2.1038 8.9015 -2.9385 4.3171 -0.7962
O 4.9999 6.0134 13.0782 0.2593 -0.5938 0.1673
O 8.3285 0.9424 11.8157 0.1532 1.3098 -0.0445
O 4.3045 5.0276 15.299 -0.5146 -2.2727 -2.2898
O 8.902 5.3869 10.4392 1.4163 2.0713 -3.3568
O 3.1249 7.1887 14.6143 2.3898 -1.0291 1.557
O 7.209 5.946 12.0067 -0.1157 -0.0582 0.0975
O 6.4515 -6.2597 9.742 1.0892 0.28 0.1721
O 5.9422 0.9092 19.2713 0.472 0.4293 -0.0985
O -4.8817 3.5931 13.0492 0.2042 -0.611 0.1446
O -2.7918 1.2791 14.6432 1.58 1.5626 -2.5101
O -5.1732 2.4963 15.9199 2.2185 -0.2917 0.2841
O 5.426 11.8457 12.1833 -2.044 4.1935 1.0439
O 7.2871 5.4893 14.6168 -0.2779 -0.6825 0.2603
O 1.3783 1.0218 11.4741 -0.2136 0.6433 -0.339
O 1.4489 1.0112 13.9279 -1.4335 0.3102 0.1968
O -0.2916 6.6487 17.2146 3.8267 -1.1239 -0.042
O -1.3623 8.6852 16.1431 0.5587 -1.3701 -0.4002
O 9.8608 -0.3071 13.6925 1.5123 1.0351 0.0738
O 6.9655 -2.1733 17.2084 -2.8528 2.7215 -0.3092
O 11.8914 9.6042 12.6083 -0.0828 -1.3193 0.3212

Results
free energy: -29547.304 eV
free energy less fixed offsets of O -463.61, Si -117.95 eV per atom: 51.636 eV
pressure: -3.16 GPa
stress xx, yy, zz, yz, xz, xy (GPa, positive in tension): 4.33, 2.79, 2.35, 1.05, 0.54, -0.27

The program warned: the forces do not sum to zero within the program's tolerance.
